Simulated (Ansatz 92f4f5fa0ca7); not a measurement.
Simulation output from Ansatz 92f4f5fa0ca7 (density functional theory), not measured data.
Periodic cell of 297 atoms, Si195O102, from a study of silicon, its oxide and their interface. The atomic structure is a simulated model.
Doubt: the cutoff is far below the 930 eV that the study's wrapper takes by default for these files, so forces and energies are approximate.
This geometry differs little from another in the collection (a relaxation step or a small displacement).

Settings: functional PBE; potential files Ansatz PAW; basis plane waves; wave-function cutoff 580 eV; density cutoff ratio 5; exchange-correlation grid ratio 1; k mesh 1 x 1 x 1, Gamma-centred; self-consistency stop 5e-08 eV per atom in the density residual; occupations fixed; spin none; net charge 0.

Cell vectors (angstrom)
a  11.6015  0  0
b  0  10.938  0
c  0  0  41.7928

Atoms: element, x, y, z (angstrom)
Si  0  0  0.9665
Si  3.8672  0  0.9665
Si  7.7343  0  0.9665
Si  1.9336  1.3673  0.9665
Si  5.8008  1.3673  0.9665
Si  9.6679  1.3673  0.9665
Si  0  5.469  0.9665
Si  3.8672  5.469  0.9665
Si  7.7343  5.469  0.9665
Si  1.9336  6.8362  0.9665
Si  5.8008  6.8362  0.9665
Si  9.6679  6.8362  0.9665
Si  1.9336  2.7345  40.8258
Si  5.8008  2.7345  40.8258
Si  9.6679  2.7345  40.8258
Si  0  4.1018  40.8258
Si  3.8672  4.1018  40.8258
Si  7.7343  4.1018  40.8258
Si  1.9336  8.2035  40.8258
Si  5.8008  8.2035  40.8258
Si  9.6679  8.2035  40.8258
Si  0  9.5708  40.8258
Si  3.8672  9.5708  40.8258
Si  7.7343  9.5708  40.8258
Si  0  0  4.8337
Si  3.8672  0  4.8337
Si  7.7343  0  4.8337
Si  1.9336  1.3673  4.8337
Si  5.8008  1.3673  4.8337
Si  9.6679  1.3673  4.8337
Si  0  5.469  4.8337
Si  3.8672  5.469  4.8337
Si  7.7343  5.469  4.8337
Si  1.9336  6.8362  4.8337
Si  5.8008  6.8362  4.8337
Si  9.6679  6.8362  4.8337
Si  1.9336  2.7345  2.9001
Si  5.8008  2.7345  2.9001
Si  9.6679  2.7345  2.9001
Si  0  4.1018  2.9001
Si  3.8672  4.1018  2.9001
Si  7.7343  4.1018  2.9001
Si  1.9336  8.2035  2.9001
Si  5.8008  8.2035  2.9001
Si  9.6679  8.2035  2.9001
Si  0  9.5708  2.9001
Si  3.8672  9.5708  2.9001
Si  7.7343  9.5708  2.9001
Si  -0.2008  -0.1531  30.2595
Si  5.999  0.3293  29.7513
Si  3.9741  -0.5243  30.6521
Si  2.4433  1.1897  30.1457
Si  7.1863  0.7868  31.7216
Si  9.1488  1.8733  31.0927
Si  -1.3217  6.2385  31.7373
Si  3.8902  4.8816  30.9641
Si  8.846  3.6929  29.6266
Si  1.4339  6.5541  30.4251
Si  6.2468  6.9042  31.0213
Si  8.1227  5.384  31.1433
Si  2.1645  2.7306  32.9927
Si  6.1279  2.5264  33.1027
Si  9.7364  2.767  33.1972
Si  -0.3811  4.5371  33.2046
Si  4.157  3.872  33.0612
Si  7.8485  4.1363  33.1627
Si  2.0696  8.2463  33.1389
Si  6.0054  8.2822  32.9794
Si  9.7947  8.2288  33.0611
Si  0.1267  9.5605  33.2019
Si  4.0234  9.5971  32.9315
Si  7.83  9.7479  33.0554
Si  0.0438  0.0319  35.0701
Si  3.9268  0.0175  34.9239
Si  7.8186  -0.0298  35.1081
Si  1.9637  1.3856  34.9473
Si  5.892  1.3314  35.101
Si  9.7152  1.3671  35.0874
Si  -0.0239  5.6379  35.1956
Si  3.9901  5.4027  34.93
Si  7.7813  5.5325  35.0577
Si  2.0404  6.7928  35.0031
Si  5.8626  6.8795  34.9379
Si  9.6521  6.9852  35.0977
Si  1.9895  2.7423  36.9149
Si  5.8408  2.7449  36.9806
Si  9.707  2.7642  36.9803
Si  0.0449  4.1103  36.985
Si  3.924  4.115  36.9322
Si  7.7683  4.1182  36.9596
Si  2.0036  8.1884  36.942
Si  5.8096  8.1987  36.9269
Si  9.685  8.267  37.0328
Si  0.059  9.5581  36.9671
Si  3.8991  9.6005  36.9074
Si  7.743  9.5569  37.0101
Si  0  0  38.8922
Si  3.8672  0  38.8922
Si  7.7343  0  38.8922
Si  1.9336  1.3673  38.8922
Si  5.8008  1.3673  38.8922
Si  9.6679  1.3673  38.8922
Si  0  5.469  38.8922
Si  3.8672  5.469  38.8922
Si  7.7343  5.469  38.8922
Si  1.9336  6.8362  38.8922
Si  5.8008  6.8362  38.8922
Si  9.6679  6.8362  38.8922
Si  1.9314  2.7333  6.7732
Si  5.774  2.7017  6.8153
Si  9.6329  2.7527  6.7246
Si  -0.0181  4.0699  6.7386
Si  3.876  4.103  6.7603
Si  7.6862  4.1043  6.7809
Si  1.8978  8.1785  6.7803
Si  5.7572  8.1802  6.8165
Si  9.6326  8.2062  6.7256
Si  -0.0314  9.5467  6.7404
Si  3.8311  9.5625  6.797
Si  7.6822  9.5401  6.7406
Si  -0.07  -0.0189  8.6469
Si  3.7901  -0.0368  8.7686
Si  7.6778  -0.0262  8.6437
Si  1.8543  1.3205  8.6756
Si  5.7462  1.32  8.7917
Si  9.5895  1.3427  8.5937
Si  -0.078  5.3722  8.6913
Si  3.8683  5.4872  8.6822
Si  7.6925  5.4998  8.7062
Si  1.872  6.728  8.6698
Si  5.8  6.9217  8.8602
Si  9.6435  6.7933  8.5998
Si  1.7757  2.6503  10.6136
Si  5.7619  2.8029  10.6717
Si  9.4611  2.575  10.5797
Si  -0.1963  3.9671  10.624
Si  3.7397  3.9743  10.4768
Si  7.6797  4.1446  10.6356
Si  1.8661  8.0472  10.599
Si  5.8471  8.3429  10.8766
Si  9.673  8.2093  10.4483
Si  0.0369  9.5021  10.5305
Si  3.7659  9.461  10.669
Si  7.9106  9.7644  10.6802
Si  -0.2147  -0.1109  12.4586
Si  3.4273  -0.3493  12.7246
Si  9.1441  0.6079  11.9272
Si  1.7501  1.344  12.6044
Si  5.627  1.4451  13.631
Si  8.5844  0.8787  14.1641
Si  -0.3693  5.3408  12.5583
Si  3.562  5.329  12.3302
Si  7.8377  5.3459  12.7155
Si  1.634  6.5783  12.4834
Si  5.2124  6.9462  12.7607
Si  9.4892  6.9554  12.4117
O  2.7929  9.721  13.9769
O  4.5733  2.2255  14.5905
O  4.9717  0.0133  13.2072
O  13.5537  13.2642  13.9516
O  4.5363  7.7432  14.0619
O  9.559  2.0972  14.7016
O  8.3181  4.3046  13.9147
O  3.5653  4.485  13.7587
O  -0.6165  4.299  13.8629
O  8.9647  10.4131  14.9628
O  1.8394  7.2781  13.9879
O  11.3055  9.8686  13.8381
O  11.118  9.4538  29.3701
O  12.7295  3.985  32.7703
O  10.3705  3.8949  28.9776
O  6.337  7.5676  29.5099
O  2.4026  9.4243  27.4425
O  5.6123  1.7027  28.921
O  3.0022  2.187  28.9565
O  4.7197  6.2839  31.0727
O  6.8721  10.3841  28.6842
O  1.7452  7.333  29.0215
O  4.697  3.9916  29.8527
O  14.8632  4.3113  23.13
Si  13.849  8.2385  17.6756
Si  8.4073  4.0699  20.1959
Si  4.4376  6.4979  18.578
Si  5.7403  7.2736  28.0086
Si  14.9273  10.2751  19.6493
Si  0.0127  1.8899  23.4446
Si  8.7419  9.423  19.3374
Si  3.0391  8.2218  14.5723
Si  7.5357  -1.4197  27.4749
Si  1.9741  7.6933  24.361
Si  3.2224  3.1486  14.5992
Si  4.8352  11.6898  24.6935
Si  11.7107  6.6445  26.3658
Si  14.1562  10.2128  26.0258
Si  7.6121  11.794  25.4117
Si  5.1502  1.1133  18.3691
Si  10.871  3.9239  27.4101
Si  14.4244  2.7592  23.244
Si  -0.6979  6.8505  23.5557
Si  4.4788  2.8529  28.7066
Si  11.5786  11.9389  26.2658
Si  8.3654  8.1051  22.0301
Si  -0.9051  7.8276  17.3749
Si  2.9282  8.3314  28.5235
Si  5.5093  4.6449  26.4343
Si  13.1718  1.0355  21.1479
Si  10.5674  9.2863  27.8371
Si  8.1718  3.4298  26.7172
Si  10.943  4.3077  21.8175
Si  17.7615  5.9128  21.2049
Si  9.6602  3.7337  14.6639
Si  10.0011  9.1904  14.5756
Si  15.7547  5.564  23.6613
Si  10.0753  4.6591  17.7168
Si  7.7395  1.1252  20.0721
Si  12.506  3.3144  19.3471
Si  17.2638  -1.7868  18.5527
Si  6.9954  -0.214  22.8595
Si  3.5668  3.6795  17.5766
O  12.524  1.7171  19.7852
O  10.6336  2.9669  22.7073
O  12.1709  -6.8162  20.7416
O  9.7308  4.2125  16.2031
O  10.6383  6.5305  25.1347
O  2.5534  9.6997  18.3335
O  -1.813  8.8157  18.2798
O  2.8971  8.2104  16.1815
O  5.446  -0.384  17.6662
O  4.6533  -1.6244  19.876
O  3.4849  9.0575  29.8525
O  6.9236  4.0352  25.8782
O  1.3542  2.6923  23.9558
O  7.9772  0.6822  23.8273
O  7.2114  -1.9418  18.9798
O  4.0532  10.7997  25.8073
O  4.4414  5.0601  17.7887
O  8.5319  2.4721  20.4786
O  5.4608  -0.1329  23.4516
O  12.2297  7.8144  23.4253
O  6.5458  1.5661  19.0592
O  11.8199  5.2384  27.2037
O  13.9818  3.6514  18.7129
O  3.9108  1.9488  24.1291
O  5.0417  6.3076  20.0831
O  13.1309  11.4708  26.0761
O  9.5699  15.7187  21.0854
O  17.0156  5.7146  22.6386
O  9.559  4.2383  26.4716
O  4.6013  3.5233  27.2216
O  10.7998  21.6388  27.0202
O  4.6162  -8.5279  17.545
O  -0.0767  13.3971  27.0356
O  6.077  1.3955  25.5176
O  16.2942  5.2713  25.1788
O  10.9461  1.1861  24.7518
O  5.2931  7.7147  17.8341
O  6.5467  8.3001  27.0451
O  11.3363  3.7535  18.2764
O  4.1394  7.4864  27.8583
O  8.7333  4.409  18.6287
O  8.5214  1.9213  26.2078
O  0.4382  11.7189  22.3078
O  3.9226  0.8382  19.4084
O  2.8459  3.6189  16.1109
O  7.0553  0.3918  21.3557
O  7.4846  -1.7622  22.8857
O  12.2584  8.0447  17.6905
O  11.2807  7.9768  27.1998
O  11.372  5.4955  22.8086
O  2.6939  2.0723  21.7641
O  7.3271  7.021  21.4143
O  8.9796  8.9572  27.9526
O  -1.2276  6.2637  17.6829
O  10.438  8.2831  15.8397
O  2.8883  7.0392  18.5954
O  7.7677  -0.5902  26.1084
O  14.8401  6.9276  23.6578
O  8.8094  0.118  19.3531
O  13.8451  10.5023  20.8479
O  13.2066  6.8694  25.7341
O  9.1346  8.8471  20.804
O  18.5278  4.5671  20.6624
O  2.3268  9.2312  24.7483
O  5.9906  5.7546  27.5267
O  9.5267  7.4616  22.9623
O  13.4815  7.3983  31.7352
O  6.4701  6.0398  13.3201
O  -1.5355  0.7642  30.2715
O  7.0053  1.2209  14.4695
O  5.9118  2.2298  12.2305
O  2.3604  5.1917  30.4302
O  2.1372  1.9272  31.5686
O  -0.1881  6.3288  30.4991
O  0.2415  -0.5216  31.7738
O  1.0213  0.6543  29.5444
O  9.2702  8.1347  13.5702
O  7.8425  3.4312  28.3296

Results
free energy: -181971.421 eV
free energy less fixed offsets of O -568.88, Si -635.61 eV per atom: -1.711 eV

Forces (eV/angstrom), in the order of the atoms: element, x, y, z
Si  -0.0022  0.0236  -0.0053
Si  0.0011  0.0756  -0.0014
Si  0.0048  0.0106  0.0027
Si  -0.0048  -0.0622  -0.0058
Si  0.0075  -0.0503  0.0086
Si  -0.0058  -0.006  -0.0014
Si  -0.0071  0.0035  0.0095
Si  -0.0092  0.042  -0.0164
Si  0.0135  0.0355  -0.0017
Si  -0.0025  -0.0418  0.0056
Si  -0.0095  -0.0872  0.0086
Si  0.0163  0.0036  0.0023
Si  0.0081  0.0783  -0.0157
Si  -0.008  0.032  0.009
Si  0.0275  0.0028  0.0211
Si  0.0186  0.0235  0.0259
Si  0.0171  -0.0648  -0.0108
Si  -0.0042  -0.035  -0.0006
Si  0.0087  0.0521  -0.0234
Si  0.0232  0.0892  -0.0261
Si  0.0095  -0.0134  0.0136
Si  0.0126  -0.0215  0.0153
Si  0.0037  -0.0923  -0.0211
Si  0.0191  0.0052  0.0125
Si  -0.0001  0.0324  -0.0348
Si  -0.0492  -0.0653  0.157
Si  -0.0606  -0.0067  -0.0731
Si  0.0524  -0.0195  0.0171
Si  0.0076  -0.0608  0.2011
Si  -0.0876  -0.0797  -0.1695
Si  0.0166  0.0554  -0.0317
Si  0.0369  -0.0012  -0.1015
Si  -0.0927  0.0067  0.0554
Si  -0.0191  -0.0621  0.0001
Si  -0.0844  -0.0734  0.2228
Si  -0.0268  -0.1284  -0.2111
Si  -0.0051  0.0417  -0.0149
Si  -0.0226  0.0782  0.0219
Si  -0.0017  -0.0185  -0.0324
Si  -0.0075  -0.012  0.0019
Si  -0.0153  -0.0293  -0.0042
Si  -0.0108  -0.0435  0.0173
Si  0.0014  0.0365  0.001
Si  -0.0027  0.1066  0.0335
Si  -0.0211  -0.0207  -0.0243
Si  -0.0014  -0.0053  -0.0172
Si  -0.0087  -0.0691  -0.0041
Si  -0.0072  -0.005  -0.0069
Si  0.0155  0.0101  -0.0066
Si  -0.0144  -0.0294  0.0555
Si  0.0058  0.0153  -0.0355
Si  0.0041  -0.0435  -0.0093
Si  -0.0032  0.0119  -0.0269
Si  -0.016  -0.0027  -0.0154
Si  -0.025  -0.0329  -0.0126
Si  -0.0191  -0.0267  0.0165
Si  0.0131  -0.0061  -0.0047
Si  -0.0092  -0.0074  -0.0052
Si  -0.0186  -0.0232  0.0063
Si  0.02  0.0076  0.007
Si  0.0906  0.1056  0.0397
Si  0.0262  0.0141  0.0027
Si  0.0031  0.0049  -0.0142
Si  0.0131  0.0317  0.0278
Si  -0.0429  -0.0223  0.01
Si  -0.0384  -0.0302  0.0056
Si  -0.01  0.0151  0.0026
Si  0.0008  0.0042  -0.0008
Si  0.0096  0.0121  -0.0064
Si  0.0091  -0.0047  -0.0084
Si  -0.01  -0.0008  -0.0201
Si  0.0081  -0.0013  -0.0084
Si  -0.0035  -0.0051  -0.0036
Si  0.0178  0.0036  -0.0008
Si  -0.0003  -0.0034  0.0031
Si  -0.0209  -0.0292  0.0199
Si  -0.0157  0.0075  -0.0172
Si  -0.0033  -0.006  0.0062
Si  0.0175  -0.0228  -0.0463
Si  0.0044  0.0143  -0.0117
Si  0.0529  0.0192  -0.0156
Si  -0.0127  -0.0078  0.0067
Si  -0.0329  -0.0078  0.0114
Si  -0.0399  -0.0152  0.0209
Si  0.001  0.0047  0.0132
Si  0.005  -0.0038  0.0043
Si  -0.0037  -0.0003  0.0013
Si  0.0026  0.002  0.0028
Si  -0.0012  0.006  -0.0022
Si  0.0008  -0.0033  0.0092
Si  -0.0012  0.0022  -0.0073
Si  0.0038  0.0096  -0.0002
Si  0.0096  0.0026  -0.004
Si  -0.007  -0.0008  0.0106
Si  -0.0038  -0.0093  0.0009
Si  0.0036  -0.009  0.0062
Si  0.1255  0.0155  -0.0095
Si  0.0306  0.0608  -0.2347
Si  -0.1127  0.1723  0.2092
Si  0.05  0.0867  -0.2268
Si  0.0594  -0.0097  0.1696
Si  0.0106  -0.0094  -0.013
Si  0.0723  0.0374  0.2314
Si  0.0328  0.0234  -0.0988
Si  0.0145  0.0905  0.0471
Si  0.0724  -0.0127  -0.0368
Si  -0.0447  -0.0202  -0.1563
Si  0.0467  -0.1021  0.1436
Si  0.0024  0.0006  -0.01
Si  0  -0.005  -0.0044
Si  -0.0049  -0.0003  -0.0034
Si  0.0022  -0.0038  -0.0037
Si  0.0034  0.0034  0.0062
Si  0.0047  0.0009  -0.0007
Si  0.0002  -0.0044  -0.0026
Si  -0.0006  -0.0037  -0.0031
Si  0.0023  0.0052  -0.0008
Si  0.0013  0.002  -0.01
Si  0.0003  0.0087  -0.0085
Si  -0.0039  0.0004  -0.0041
Si  -0.0189  0.0049  0.002
Si  0.0096  0.0033  -0.0104
Si  -0.0052  -0.0001  0.0065
Si  -0.0028  -0.0014  0.0017
Si  -0.0067  -0.0051  -0.0104
Si  0.0086  -0.002  -0.0194
Si  0.0025  0.0138  0.0003
Si  -0.0271  0.0036  -0.0121
Si  -0.018  0.0046  0.0035
Si  0.0141  -0.0068  -0.0018
Si  0.0156  -0.012  -0.0042
Si  0.0096  -0.0072  0.0043
Si  0.0235  -0.0018  0.0121
Si  0.011  0.0258  0.009
Si  0.0147  0.0108  0.0196
Si  -0.0167  -0.0139  0.0051
Si  -0.0074  0.0054  0.0231
Si  -0.0079  -0.0185  -0.0092
Si  -0.0445  0.0336  0.0037
Si  0.0061  0.0114  -0.0035
Si  -0.0123  -0.0049  0.005
Si  0.061  -0.0385  -0.0018
Si  0.0047  -0.0043  0.0253
Si  -0.0076  -0.0189  -0.0066
Si  0.0183  0.0358  -0.0117
Si  -0.0048  0.0136  -0.0211
Si  0.0035  0.0226  0.0174
Si  -0.0076  -0.0158  -0.02
Si  0.0048  -0.0077  0.0179
Si  0.0011  0.0075  0.0107
Si  -0.0161  -0.0115  -0.0067
Si  -0.011  -0.0305  -0.0204
Si  -0.0152  0.0005  0.0031
Si  0.0059  0.0128  -0.0168
Si  0.007  -0.0106  0.0144
Si  0.0044  0.0123  -0.0019
O  -0.0017  -0.0109  0.0145
O  -0.0114  0.005  -0.0031
O  0.0128  -0.0005  -0.0036
O  0.006  0.0116  0.0154
O  -0.0001  -0.0011  0.0057
O  -0.0017  0.0111  -0.0116
O  0.013  0.0048  -0.0022
O  0.0033  0.0036  0.0021
O  -0.0252  -0.0025  0.0069
O  0.0109  -0.0157  -0.008
O  0.0023  0.0029  0.013
O  -0.026  -0.0331  0.0344
O  -0.004  0.0007  -0.0008
O  -0.0268  0.012  0.0091
O  -0.0001  0.0008  -0.002
O  -0.0045  0.0013  -0.0046
O  -0.0017  -0.0001  -0.0039
O  -0.02  0.0363  -0.0125
O  0.0223  0.0232  -0.0019
O  0.0115  0.028  -0.0104
O  0.0358  -0.0286  -0.0372
O  0.0126  0.0086  -0.008
O  0.0046  -0.0079  -0.0222
O  0.002  0.0017  0.0015
Si  0.0022  -0.0023  0.0018
Si  0.0006  -0.0054  0.0063
Si  0.0026  0  0.0047
Si  -0.0035  -0.0026  -0.0053
Si  0.0005  0.0033  0.0074
Si  0.0002  -0.0005  0.0024
Si  0.0033  -0.0014  0.0063
Si  0.0015  0.0083  -0.013
Si  -0.0161  0.0138  0.0151
Si  0.001  0.0023  -0.0012
Si  0.0091  -0.012  -0.0029
Si  -0.004  0.0024  -0.0005
Si  0.0033  0.0023  0.0007
Si  -0.0022  -0.0002  0.0051
Si  -0.0024  -0.0073  -0.0015
Si  0.0023  0.0033  0.0002
Si  0.0077  -0.0018  0.0088
Si  -0.0017  0.0015  0.005
Si  -0.0001  0.0001  -0.0057
Si  -0.0093  0.0007  0.0042
Si  0.0029  0.0043  -0.0035
Si  -0.0032  0.0007  0.0067
Si  -0.0013  0.0029  0.003
Si  -0.0057  0.0077  0.0211
Si  0.0014  -0.0038  -0.0043
Si  -0.0011  0.0019  0.0047
Si  0.0046  -0.0001  0.0019
Si  -0.0112  0.0003  0.0043
Si  -0.0002  0.0023  0.0064
Si  -0.0001  0.0017  0.0069
Si  0.0148  -0.0145  0.0109
Si  0.0015  0.017  -0.0016
Si  -0.002  -0.0024  0.0031
Si  -0.0051  -0.0057  -0.0056
Si  0.0014  0.0054  0.004
Si  0.0033  0.0011  0.0029
Si  0.0002  0.0006  0.001
Si  -0.0029  -0.0016  0.0025
Si  -0.0005  -0.0042  -0.0018
O  0.001  0.0008  -0.0036
O  -0.0012  0.0012  -0.0035
O  -0.0022  0.0001  -0.003
O  0.0018  0.0092  0.0111
O  -0.003  -0.0006  0.005
O  0.0013  0.0031  0.0005
O  -0.0031  0.0002  -0.0003
O  -0.0039  -0.0007  0.0064
O  -0.0009  -0.0015  0.0012
O  -0.0013  0.0006  -0.0042
O  -0.0124  0.0036  0.0141
O  -0.0013  0.0014  0.0034
O  0.0013  -0.0014  -0.0023
O  -0.0016  0.0011  0.0022
O  0.0024  0.0003  -0.0036
O  -0.0036  0.0001  -0.0001
O  0.0008  0.0024  -0.0037
O  -0.0039  0.0024  -0.0042
O  0.0018  0.0016  0.0012
O  -0.0009  -0.0019  0.0013
O  -0.0016  -0.0031  -0.0019
O  -0.0043  -0.0024  0.0001
O  -0.0056  -0.0007  0.0012
O  -0.0003  -0.0016  -0.0002
O  -0.0001  -0.0006  -0.0023
O  -0.0001  -0.0011  0.0004
O  0.0015  -0.0008  -0.0014
O  -0.0015  0.0006  -0.0036
O  0.0016  -0.0026  0.0077
O  0.0018  0.0023  0.0068
O  -0.0045  0.0009  0.0005
O  -0.0001  -0.0017  0.0013
O  -0.0061  -0.0005  0.0014
O  0.0069  -0.0031  -0.0017
O  -0.001  0.0003  -0.0016
O  -0.0021  -0.0011  0.003
O  -0.0032  -0.0004  -0.0027
O  0.0061  0.0027  0.0009
O  0.0001  0.0003  -0.0012
O  0.0063  0.0009  0.0005
O  -0.0003  -0.0005  0.002
O  0.0015  0.0004  -0.0005
O  -0.0003  -0.0009  -0.0018
O  -0.0042  -0.0005  -0.0022
O  0.0014  0.0016  0.0108
O  0.0008  -0.0005  -0.0025
O  0.0016  -0.0013  -0.0037
O  -0.0017  -0.0013  -0.0032
O  -0.0021  -0.0005  -0.0037
O  -0.0029  0.0013  -0.0019
O  -0.0008  0.0009  -0.0014
O  0.0008  0.001  -0.0025
O  -0.0063  0.0003  0.0034
O  -0.0008  -0.0007  -0.0016
O  0.0037  0.0008  -0.0072
O  -0.0002  -0.0005  -0.0027
O  0.0006  0.0088  -0.0029
O  -0.0013  -0.002  0.0013
O  -0.002  -0.0014  -0.0009
O  0.0009  -0.0036  -0.0043
O  -0.0002  0.0005  -0.0002
O  -0.0034  -0.0005  -0.0005
O  -0.0002  0.001  -0.0029
O  -0.0008  -0.0001  -0.0002
O  0.0009  0.002  0.0033
O  -0.0001  -0.0019  -0.0018
O  0.0014  -0.0058  -0.0012
O  -0.0096  0.0064  -0.0129
O  -0.0037  0.0029  0.0077
O  -0.0115  0.0025  -0.0131
O  0.001  -0.004  -0.0015
O  0.0128  0.0046  0.0075
O  -0.0255  -0.0623  -0.0747
O  0.0256  0.0088  0.0023
O  -0.0157  0.0093  0.0076
O  0.0038  -0.0002  0.0139
O  -0.001  -0.0034  0.0012
O  -0.0097  -0.0003  0.0031

The program warned: the cutoff lies below the one the program advises for these potential files; the forces do not sum to zero within the program's tolerance; the exchange-correlation potential is rough where the density is thin.
